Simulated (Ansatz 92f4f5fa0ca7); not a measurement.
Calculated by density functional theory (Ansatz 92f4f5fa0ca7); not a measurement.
Periodic cell of 223 atoms, Si132O90B1, from a study of silicon, its oxide and their interface. The atomic structure is a simulated model.
Doubt: the cutoff is far below the 930 eV that the study's wrapper takes by default for these files, so forces and energies are approximate.
This geometry differs little from another in the collection (a relaxation step or a small displacement).

Settings
functional: PBE
potential files: Ansatz PAW
basis: plane waves
wave-function cutoff: 580 eV
density cutoff ratio: 5
exchange-correlation grid ratio: 1
k mesh: 1 x 1 x 1, Gamma-centred
self-consistency stop: 5e-08 eV per atom in the density residual
occupations: fixed
spin: none
net charge: -1 e, with a uniform compensating background and no finite-size correction

Cell vectors (angstrom)
a, 10.938, 0, 0
b, 0, 10.938, 0
c, 0, 0, 32.1988

Atoms: element, x, y, z (angstrom)
Si, 10.5667, 0.241, 24.8908
Si, 5.7353, 10.6791, 24.7741
Si, 2.4695, 2.9236, 24.6599
Si, 8.4075, 2.4829, 24.9031
Si, 0.2636, 5.17, 24.7934
Si, 5.136, 5.7622, 24.7172
Si, 2.9158, 8.0193, 24.6681
Si, 7.929, 8.4406, 24.7595
Si, 1.3286, 1.3821, 26.0498
Si, 6.8422, 1.2832, 26.1793
Si, 4.0377, 4.1047, 26.0066
Si, 9.5944, 4.0932, 26.1454
Si, 1.3598, 6.8356, 26.056
Si, 6.7586, 6.855, 26.0526
Si, 4.1261, 9.5304, 26.0564
Si, 9.4583, 9.5755, 26.1715
Si, 2.7257, -0.0074, 27.3648
Si, 8.1409, -0.0688, 27.6262
Si, 0.0078, 2.7179, 27.5056
Si, 5.4335, 2.7416, 27.3866
Si, 2.7218, 5.4693, 27.4492
Si, 8.1907, 5.5297, 27.427
Si, -0.0686, 8.1706, 27.4467
Si, 5.4929, 8.2162, 27.5205
Si, 4.097, 1.3421, 28.7625
Si, 9.5771, 1.343, 28.8521
Si, 1.345, 4.1258, 28.8302
Si, 6.8214, 4.1135, 28.7484
Si, 4.1065, 6.8179, 28.8124
Si, 9.3921, 6.9804, 28.9239
Si, 1.3497, 9.5673, 28.7435
Si, 6.9476, 9.3902, 29.025
Si, -0.0344, -0.0773, 30.1803
Si, 5.4794, -0.045, 30.1475
Si, 2.7342, 2.7228, 30.1561
Si, 8.1884, 2.7473, 30.1411
Si, -0.0748, 5.5158, 30.129
Si, 5.526, 5.5034, 30.1692
Si, 2.7183, 8.2088, 30.1286
B, 8.1967, 8.1785, 30.169
Si, 1.3535, 1.3321, 31.5199
Si, 6.8228, 1.3662, 31.4916
Si, 4.13, 4.1067, 31.5058
Si, 9.5601, 4.1086, 31.513
Si, 1.3401, 6.8438, 31.4783
Si, 6.9975, 6.9696, 31.3726
Si, 4.084, 9.5678, 31.5172
Si, 9.4174, 9.3935, 31.3555
Si, 2.7342, -0.009, 0.7015
Si, 8.2103, -0.0453, 0.5894
Si, -0.0082, 2.7273, 0.6721
Si, 5.4831, 2.7294, 0.6786
Si, 2.7315, 5.4912, 0.6301
Si, 8.1984, 5.5022, 0.647
Si, -0.0428, 8.2017, 0.6212
Si, 5.5155, 8.192, 0.619
Si, 4.1293, 1.361, 2.0508
Si, 9.5526, 1.3213, 1.9973
Si, 1.377, 4.129, 2.0005
Si, 6.8551, 4.1042, 2.0274
Si, 4.1261, 6.8329, 1.9965
Si, 9.5889, 6.8288, 2.0303
Si, 1.3496, 9.5335, 2.0156
Si, 6.8299, 9.5993, 2.0067
Si, -0.0137, -0.0372, 3.3619
Si, 5.4973, 0.0046, 3.4495
Si, 2.7716, 2.7874, 3.343
Si, 8.1949, 2.6869, 3.4009
Si, 0.0261, 5.4731, 3.41
Si, 5.4769, 5.4655, 3.3781
Si, 2.7695, 8.1993, 3.3963
Si, 8.2059, 8.2276, 3.3439
Si, 1.3876, 1.3885, 4.6047
Si, 6.8498, 1.3502, 4.8784
Si, 4.1569, 4.0866, 4.78
Si, 9.5782, 4.0705, 4.727
Si, 1.4238, 6.8277, 4.7872
Si, 6.8259, 6.8876, 4.6968
Si, 4.1305, 9.5704, 4.8122
Si, 9.5527, 9.5467, 4.7636
Si, 2.7448, 0.1059, 6.0325
Si, 8.2085, -0.0624, 6.2432
Si, 0.0282, 2.6707, 6.0231
Si, 5.4803, 2.7255, 6.2668
Si, 2.8182, 5.4764, 6.1597
Si, 8.1728, 5.4731, 6.007
Si, 0.0178, 8.185, 6.1232
Si, 5.5281, 8.218, 6.2062
Si, 3.8406, 1.5686, 7.5716
Si, 9.8409, 1.1373, 7.4297
Si, 1.6353, 3.7953, 7.288
Si, 6.6518, 4.4175, 7.4565
Si, 4.4094, 6.6309, 7.5234
Si, 9.3699, 6.9414, 7.3692
Si, 1.1394, 9.9176, 7.2708
Si, 7.1656, 9.2202, 7.6424
O, 8.3167, 8.0778, 7.8999
O, 2.7215, 2.7304, 7.9348
O, 9.5128, 1.3911, 24.3141
O, 4.0124, 6.8672, 24.1605
O, 0.0281, 0.0222, 7.9452
O, 5.53, 5.5105, 8.0252
O, 6.8418, 9.5735, 24.2058
O, 1.3554, 4.0657, 24.1856
O, 3.8617, 7.3884, 8.9177
O, 0.8384, 4.3667, 8.6004
O, 9.8199, 6.1581, 8.766
O, 2.1046, 9.3886, 8.4935
O, 7.5056, 3.9243, 8.7894
O, 4.2695, 0.9268, 9.0535
O, 6.7455, 9.5467, 9.2112
O, 9.2132, 1.8525, 8.7861
O, 7.671, 3.1688, 23.5977
O, 10.4832, 5.8383, 23.4723
O, 5.0831, 0.4432, 23.4325
O, 5.8275, 5.1145, 23.361
O, 3.0959, 2.2229, 23.2803
O, 2.2733, 8.7588, 23.3026
O, 8.6052, 7.7585, 23.407
O, 0.18, 10.384, 23.5716
Si, 4.3913, 1.5799, 22.5024
Si, 3.4935, 7.9327, 14.0258
Si, 7.1262, 0.9629, 14.6672
Si, 0.929, 9.3692, 22.5693
Si, 1.174, 4.3092, 11.8655
Si, 6.266, 8.968, 15.3203
Si, 0.6769, 1.364, 12.2899
Si, 8.6317, 4.9559, 20.5476
Si, 0.329, 5.7052, 9.3383
Si, 5.099, 3.1171, 17.9438
Si, 0.882, 3.74, 16.7416
Si, 10.4041, 2.8426, 19.2409
Si, 5.2795, 1.1787, 10.3282
Si, 0.891, 0.1697, 19.8759
Si, 6.6486, 9.457, 10.8432
Si, 9.3457, 9.6823, 18.3325
Si, 9.392, 9.2449, 12.5655
Si, 6.5612, 3.8566, 22.6356
Si, 2.4428, 8.0715, 9.3602
Si, 10.5958, 7.3678, 17.0866
Si, 2.516, 6.2937, 16.577
Si, 10.1753, 4.4899, 14.1803
Si, 6.1387, 9.1895, 18.5196
Si, 7.9727, 2.571, 9.5567
Si, 8.8775, 2.1452, 12.438
Si, 5.3462, 6.2442, 18.0695
Si, 3.9268, 0.5619, 19.4941
Si, 4.2754, 3.8314, 12.0413
Si, 5.5474, 6.6, 12.1294
Si, 8.018, 2.5008, 17.2284
Si, 4.3606, 2.4773, 14.964
Si, 1.5432, 1.2071, 15.2503
Si, 1.5758, 9.4096, 12.03
Si, 8.0511, 6.8504, 13.866
Si, 10.3816, 9.833, 15.4874
Si, 9.8042, 7.0167, 22.5905
Si, 8.1197, 5.4816, 17.4399
O, 6.0507, 7.9557, 11.2852
O, 6.0182, 9.2053, 16.8996
O, 7.683, 1.3658, 13.1952
O, 0.8958, 1.7425, 13.8616
O, 9.443, 6.244, 16.9045
O, 6.7656, 6.1997, 13.13
O, 5.1354, 4.6575, 18.6049
O, 9.2281, 2.1488, 18.2875
O, 2.372, 0.0993, 19.1018
O, 9.4179, 10.2336, 16.769
O, 2.7852, 4.4295, 11.7108
O, 5.0696, 10.3265, 19.1117
O, 9.4206, 3.2452, 13.4818
O, 0.4584, 1.7614, 19.9695
O, 3.1583, 1.3524, 15.0553
O, 8.1591, 5.3753, 19.0527
O, 3.9028, 6.593, 17.3833
O, 4.5668, 3.2768, 16.3877
O, 9.0622, 5.6672, 14.3214
O, 5.4561, 2.7635, 22.153
O, 10.6749, 4.1379, 15.6752
O, 0.3399, 3.8549, 18.2764
O, 10.4318, 10.5161, 19.2256
O, 9.6441, 10.0212, 14.0289
O, 10.9086, 8.1234, 22.1289
O, 1.2008, 2.1594, 16.521
O, 9.7408, 3.7552, 20.4201
O, 8.1439, 4.0328, 16.7048
O, -0.0386, 9.1014, 11.9058
O, 6.5818, 2.4084, 18.0003
O, 5.5827, 10.7118, 11.1792
O, 7.7526, 9.5942, 18.8409
O, 10.0274, 1.0197, 12.0612
O, 1.3114, 6.9585, 9.0714
O, 0.619, 4.7686, 13.3386
O, 5.7039, 7.6258, 18.9821
O, 5.2346, 5.082, 11.5204
O, 2.7177, 6.9898, 15.1162
O, 0.9075, 2.7408, 11.4624
O, 0.8641, 10.6799, 15.5449
O, 2.4122, 8.5864, 10.9027
O, 4.6962, 2.4245, 11.2663
O, 4.2525, 3.5029, 13.6754
O, 2.1942, 4.6869, 16.4847
O, 10.7003, 8.2444, 15.7023
O, 6.9334, 10.2953, 14.6778
O, 2.3457, 8.9521, 13.4173
O, 8.0432, 1.5288, 15.9087
O, 4.1367, 6.9952, 12.859
O, 4.1777, 2.0099, 18.7313
O, 7.3125, 4.4093, 21.3083
O, 8.4128, 2.9218, 11.0894
O, 1.1904, 6.8738, 17.3626
O, 5.6613, 1.5793, 14.7671
O, 8.1303, 9.7505, 11.5879
O, 9.2207, 6.2934, 21.252
O, 8.9656, 7.7132, 12.86
O, 1.6529, 0.1178, 11.8749
O, 6.6599, 6.1506, 17.0761
O, 7.3915, 7.801, 15.037
O, 1.2171, 10.2793, 21.242
O, 10.0364, 8.2032, 18.3604
O, 3.9649, 0.8587, 21.0997
O, 0.3287, 5.3267, 10.9134
O, 6.7027, 1.5685, 9.6385
O, 4.777, 8.7143, 14.6827

Results
free energy: -135250.618 eV
free energy less fixed offsets of B -154.04, O -568.88, Si -635.61 eV per atom: 3.142 eV

Forces (eV/angstrom), in the order of the atoms: element, x, y, z
Si, -0.0007, 0.0002, 0.0033
Si, 0.0024, -0.0035, -0.0012
Si, 0.0003, 0.0008, -0.0035
Si, 0.0014, -0.0034, -0.004
Si, -0.0007, 0.0011, -0.0055
Si, 0.0008, 0.0016, 0.0059
Si, 0.0031, -0.0029, -0.0012
Si, -0.0016, 0.0005, 0.0142
Si, 0.002, -0.002, 0.0009
Si, -0.003, -0.0008, 0.0053
Si, 0.0018, -0.0016, 0.0001
Si, -0.0013, 0.0048, 0.0015
Si, -0.0031, 0.0015, 0.001
Si, 0.0008, 0.0023, 0.0001
Si, 0.0003, 0.0039, 0.003
Si, -0.003, -0.0005, 0.0015
Si, -0.0017, -0.001, 0.0009
Si, 0.0057, 0.0017, -0.0083
Si, -0.0005, -0.0035, -0.0014
Si, 0.0006, 0.0016, 0.0009
Si, 0.0029, 0.0006, -0.0009
Si, -0.0019, 0.0009, 0.0028
Si, -0.0003, 0.0021, 0.002
Si, 0.002, -0.0034, -0.0036
Si, -0.0009, 0.0012, -0.0027
Si, -0.0022, -0.0007, 0.004
Si, -0.0001, 0.001, 0.002
Si, 0.001, -0.0024, 0.0007
Si, -0.0011, 0.0007, 0.0043
Si, -0.0073, 0.0059, 0.0041
Si, 0.001, -0.0005, 0.0006
Si, -0.018, 0.0129, -0.0028
Si, 0.0012, -0.0027, -0.0027
Si, 0.0008, -0.0015, 0.0018
Si, 0.0023, -0.0027, 0.0006
Si, -0.0022, 0.0026, -0.0015
Si, -0.0026, 0.0021, 0.0018
Si, 0.0026, -0.0003, -0.0024
Si, -0.0012, 0.0024, -0.002
B, 0.0239, -0.0227, -0.0033
Si, -0.0011, 0.001, 0.003
Si, 0.002, 0.0004, -0.001
Si, -0.0009, 0.0009, 0.002
Si, 0, -0.0025, 0.0003
Si, 0.0024, -0.0002, -0.0008
Si, -0.0063, 0.0009, 0.0019
Si, -0.0009, -0.0016, 0.0001
Si, -0.0012, 0.0061, 0.0007
Si, 0.0003, 0.0009, -0.0013
Si, -0.0003, -0.001, -0.0008
Si, 0.0005, 0, -0.0003
Si, -0.0005, -0.0002, -0.0006
Si, 0.0002, 0, -0.0001
Si, 0.002, 0.0005, -0.001
Si, -0.0008, -0.0019, -0.0004
Si, 0.0016, -0.0003, -0.001
Si, -0.0005, -0.0017, 0.0023
Si, 0.0014, 0.0028, 0.001
Si, -0.0016, -0.0013, 0.001
Si, -0.0004, 0.0003, 0.0009
Si, -0.001, 0.0006, 0.0004
Si, -0.0004, -0.0017, 0.0021
Si, 0.0019, 0.0022, 0.001
Si, -0.0022, 0, 0.0018
Si, -0.0025, -0.001, -0.0026
Si, 0.0003, -0.0001, -0.0023
Si, 0.0007, 0.0022, -0.002
Si, 0.002, -0.0005, -0.0006
Si, 0.0006, 0.0001, -0.0003
Si, 0.0006, 0.0014, -0.0031
Si, 0.0002, -0.0019, -0.0007
Si, -0.0003, 0, -0.0039
Si, 0.0023, 0.0013, 0.0058
Si, -0.0016, -0.0005, 0.0016
Si, -0.0024, -0.003, 0.0032
Si, 0.0005, 0.0005, -0.0008
Si, -0.0003, -0.0012, 0.0011
Si, -0.0003, -0.0008, -0.0015
Si, 0.0001, 0.0018, -0.0003
Si, 0.0019, 0, 0.0018
Si, -0.0023, -0.0007, -0.0048
Si, -0.0008, 0.0022, -0.0041
Si, 0.0001, 0.0001, -0.0056
Si, 0.003, 0.0018, -0.0034
Si, -0.0016, 0.0007, -0.0055
Si, 0.0008, -0.0021, -0.0007
Si, 0.0012, 0.0005, -0.0025
Si, -0.0026, 0.0005, -0.0026
Si, -0.0016, 0.0042, 0.0013
Si, -0.0008, -0.0056, 0.0019
Si, 0.005, 0.0008, 0.0011
Si, -0.0024, -0.002, -0.0029
Si, 0.0012, -0.0028, 0.0025
Si, 0.0019, 0.0007, 0.0041
Si, -0.0021, -0.002, -0.0023
Si, 0.0063, -0.002, 0.0061
O, -0.0041, 0.0009, -0.0066
O, -0.0027, -0.0018, 0.0019
O, 0.0012, 0.003, 0.0008
O, -0.0035, -0.0009, -0.0014
O, 0.001, 0.0026, -0.0001
O, 0.0012, 0.0024, -0.0002
O, -0.0015, 0.0021, -0.0059
O, -0.0001, -0.0001, 0.0088
O, -0.0016, 0.0017, 0.0036
O, -0.0023, 0.0033, 0.0039
O, 0.0012, -0.0011, 0.0039
O, 0.0023, -0.001, 0.0057
O, 0.0019, -0.0015, 0.0052
O, 0.0024, -0.0015, 0.0044
O, -0.0005, -0.0003, 0.0055
O, -0.0018, 0.0022, 0.0038
O, -0.0016, 0.0005, -0.0027
O, 0.0015, -0.0018, -0.0027
O, -0.0032, 0.0043, -0.0029
O, 0.0032, -0.0041, -0.0063
O, 0.0009, -0.001, -0.0043
O, -0.0021, 0.0023, -0.0028
O, 0.0052, -0.0044, -0.0087
O, 0.0027, -0.0029, -0.0065
Si, 0.0001, -0.0017, 0.0093
Si, 0.0001, 0.0002, -0.0025
Si, 0.0003, 0.0001, -0.0015
Si, -0.0009, 0.0001, 0.0081
Si, -0.0002, 0.0012, -0.0037
Si, -0.0002, -0.0001, -0.0001
Si, 0.0002, 0.0002, -0.0029
Si, -0.0001, 0.0007, 0.0051
Si, -0.0001, -0.0014, -0.0083
Si, -0.0005, -0.0005, 0.0019
Si, -0.0006, 0.0001, 0.0013
Si, -0.0003, 0.0003, 0.0042
Si, -0.0012, -0.0011, -0.0062
Si, 0.0012, -0.0013, 0.0049
Si, -0.0005, 0.0008, -0.0051
Si, 0.0005, 0.0008, 0.0025
Si, -0.0008, 0.0003, -0.0039
Si, -0.0028, 0.0022, 0.0072
Si, 0.0002, -0.001, -0.0075
Si, -0.0002, 0.0001, 0.0012
Si, 0.0002, 0.0002, 0.0002
Si, 0.0004, 0, -0.0018
Si, -0.0005, 0.0008, 0.0019
Si, 0.0002, 0.0009, -0.0073
Si, -0.0004, 0.0007, -0.004
Si, 0.0004, -0.0001, 0.0014
Si, -0.0004, 0.0002, 0.0064
Si, 0.0001, -0.001, -0.0039
Si, 0.0003, 0.001, -0.0034
Si, 0.0003, 0, 0.0016
Si, 0, 0.0005, -0.0012
Si, -0.0001, 0.0003, -0.0008
Si, 0.0009, -0.001, -0.0043
Si, -0.0001, 0, -0.0021
Si, -0.0003, 0.0001, -0.0006
Si, -0.0034, 0.0035, 0.0072
Si, 0.0001, -0.0003, 0.0032
O, -0.0004, -0.0013, 0.002
O, 0.0001, 0, -0.0007
O, -0.0003, -0.0003, 0.0017
O, 0.0003, 0, 0.0017
O, 0.0004, 0.0003, -0.0007
O, 0.0008, -0.0002, 0.0015
O, 0.0001, 0.0003, -0.0009
O, -0.0007, 0, -0.0015
O, 0, 0, -0.002
O, 0, 0, -0.0007
O, 0.0002, 0.0001, 0.0015
O, 0.0009, -0.0008, -0.0014
O, 0.0002, 0.0004, 0.001
O, -0.0005, 0.0004, -0.0012
O, -0.0001, -0.0002, 0.0002
O, -0.0003, 0.0003, -0.003
O, -0.0001, 0, -0.0004
O, 0, 0.0002, -0.0002
O, 0.0001, -0.0001, 0.0005
O, 0.0004, 0.0005, -0.0028
O, 0.0002, 0, 0.0004
O, 0.0007, 0.0003, -0.0017
O, -0.001, -0.0004, -0.0017
O, 0.0003, 0.0002, 0.0015
O, 0.0012, 0.0007, -0.0028
O, 0.0002, 0.0001, -0.0002
O, 0.0006, -0.001, -0.0023
O, 0, -0.0001, -0.0009
O, -0.0006, 0.0001, 0.0014
O, 0.0004, 0.0001, -0.0007
O, 0.0006, -0.001, 0.0016
O, 0.0001, -0.0001, -0.0008
O, 0, 0, 0.0012
O, 0, 0.0002, 0.0023
O, -0.0005, -0.0001, 0.0018
O, -0.0001, -0.0004, -0.0009
O, 0.0002, 0.0001, 0.0014
O, -0.0003, -0.0003, 0.0008
O, -0.0001, -0.0007, 0.0016
O, 0.0001, -0.0001, 0.0002
O, -0.001, 0.0016, 0.0045
O, -0.0005, 0.002, 0.0025
O, 0.0001, -0.0004, 0.0019
O, 0.0002, 0.0001, -0.0003
O, 0.0002, 0, -0.0001
O, 0, -0.0001, 0.0004
O, 0.0005, -0.0003, 0.0015
O, 0.0001, 0, 0.0001
O, -0.0005, 0.0003, 0.0015
O, 0.0006, 0.0011, -0.0019
O, 0.0017, 0.0005, -0.0028
O, 0.0008, -0.0004, 0.0041
O, 0.0001, 0, -0.0002
O, 0.0001, 0.0001, 0.0005
O, 0.0016, -0.0001, 0.002
O, -0.0007, -0.002, -0.0037
O, -0.0002, -0.0005, 0.0013
O, -0.0004, 0.0005, 0.0013
O, -0.0003, 0.0001, -0.0007
O, -0.0002, 0.0004, 0.0006
O, 0, 0.0021, -0.0047
O, 0.0001, -0.0003, -0.001
O, -0.0007, -0.0011, -0.0053
O, 0.0007, -0.0013, 0.0037
O, -0.0002, -0.0003, 0.0021
O, 0.0004, 0.0002, 0.0006

The program warned: the cutoff lies below the one the program advises for these potential files; the exchange-correlation potential is rough where the density is thin.
